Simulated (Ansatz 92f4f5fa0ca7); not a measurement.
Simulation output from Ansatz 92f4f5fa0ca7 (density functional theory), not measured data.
Periodic cell of 256 atoms, Si144O112, from a study of silicon, its oxide and their interface. The atomic structure is a simulated model.
Doubt: the cutoff is far below the 930 eV that the study's wrapper takes by default for these files, so forces and energies are approximate.
This geometry differs little from another in the collection (a relaxation step or a small displacement).

Settings: functional PBE; potential files Ansatz PAW; basis plane waves; wave-function cutoff 580 eV; density cutoff ratio 5; exchange-correlation grid ratio 1; k mesh 1 x 1 x 1, Gamma-centred; self-consistency stop 5e-08 eV per atom in the density residual; occupations fixed; spin none; net charge 0.

Cell vectors (angstrom)
a 10.938 0 0
b 0 10.938 0
c -0.5492 4.6506 36.6207

Atoms and the computed forces on them: element, x, y, z (angstrom), force x, y, z (eV/angstrom)
Si 1.1352 2.9321 29.1927 -0.033 0.0228 0.0642
Si 3.9142 5.5838 29.0749 -0.0365 0.0124 0.0729
Si 0.18 9.3059 29.0494 -0.0625 0.0272 0.0312
Si 3.3781 0.7192 29.1849 0.01 -0.0334 0.0013
Si -4.8139 3.3284 29.2219 0.0089 0.0017 -0.0402
Si -2.2607 6.2848 29.1019 -0.0155 0.003 -0.0134
Si 6.1988 8.2458 28.9257 -0.001 -0.0002 0.023
Si -1.418 0.3004 29.1577 0.0374 -0.0379 0.0501
Si 2.2068 4.6264 30.4068 -0.0072 0.0002 -0.0203
Si 4.8772 7.2137 30.5068 -0.0156 0.0108 -0.0087
Si 2.0923 -0.8877 30.3438 0.0214 0.0144 0.0131
Si 4.8774 1.8831 30.5645 0.0226 -0.0309 0.017
Si -3.2545 4.6062 30.4483 0.016 -0.005 0.0156
Si -0.6487 7.4902 30.3775 0.0281 -0.0053 0.0125
Si 7.8028 10.3433 30.5111 0.0414 -0.0821 0.0316
Si -0.4392 1.8733 30.5563 -0.0053 0.018 -0.0106
Si 0.7939 6.0601 31.7372 0.0089 0.0002 -0.003
Si 3.5206 8.7236 31.7615 0.0087 -0.0329 0.0009
Si 0.8857 0.4818 31.8778 -0.025 -0.0174 0.0043
Si 3.5327 3.3032 31.8663 -0.0082 0.0268 0.0377
Si 6.3285 5.9601 31.8625 -0.0039 0.0121 0.02
Si 8.9913 8.7792 31.8559 -0.0333 0.0546 -0.0254
Si 6.3002 11.512 31.8789 0.0037 0.0286 -0.0013
Si -1.8805 3.2634 31.823 0.0143 -0.0135 -0.0021
Si -0.5492 4.6506 33.2024 0.1707 0.2097 -0.4123
Si 2.1853 7.3851 33.2024 -0.1435 -0.0569 -0.3758
Si -0.5492 10.1196 33.2024 0.0775 -0.0864 0.2732
Si 2.1853 1.9161 33.2024 0.0887 -0.0544 0.3036
Si 4.9198 4.6506 33.2024 0.0468 -0.0639 0.3132
Si 7.6543 7.3851 33.2024 -0.0649 -0.0084 0.1569
Si 4.9198 10.1196 33.2024 -0.1141 -0.2746 -0.3792
Si 7.6543 1.9161 33.2024 0.1614 0.3343 0.2554
Si 1.3673 -1.3673 3.418 -0.0807 0.0418 0.3719
Si 4.1018 1.3673 3.418 0.0592 -0.3141 0.146
Si 1.3673 4.1018 3.418 -0.1371 -0.2778 -0.4691
Si 4.1018 -4.1018 3.418 0.1261 0.2024 -0.3944
Si 6.8362 -1.3673 3.418 -0.2181 -0.0385 -0.0898
Si -1.3673 1.3673 3.418 -0.0808 0.0475 -0.2083
Si 6.8362 4.1018 3.418 0.193 0.3426 -0.1557
Si -1.3673 6.8362 3.418 -0.042 0.1441 0.4771
Si 2.7874 -0.0683 4.8384 -0.0026 0.0051 0.0001
Si 5.45 2.786 4.735 -0.0022 -0.0043 -0.0002
Si 2.7343 5.4605 4.6891 0.0189 0.0108 -0.007
Si 5.4371 -2.7164 4.7921 -0.0109 -0.0093 0.0074
Si -2.7723 0.025 4.7565 0.0075 -0.0113 -0.0061
Si -0.0036 2.7262 4.7663 -0.0057 0.0123 -0.0118
Si 8.1949 5.4764 4.8314 0.0047 -0.0086 0.0078
Si -0.0351 -2.6887 4.8579 0.0049 -0.0003 -0.0021
Si 1.476 1.4297 6.089 0.0308 -0.0037 -0.0028
Si 4.0954 4.1566 6.0841 -0.0009 -0.0142 0.0037
Si 1.4352 -4.1327 6.0621 -0.0167 -0.0148 0.0056
Si 4.0117 -1.5669 6.327 0.0117 -0.0029 0.0268
Si -4.046 1.5318 6.0516 -0.0158 0.0201 0.015
Si -1.2989 4.1287 6.171 -0.019 -0.0017 0.0012
Si 6.7248 -4.1246 6.1642 0.0143 0.0124 -0.0097
Si -1.5586 -1.3551 6.2184 0.007 0.0024 -0.0028
Si -0.6764 0.0864 7.8603 0.0027 0.0083 0.0231
Si 2.5397 3.0215 7.4074 0.0167 0.0067 -0.0558
Si 0.3503 -5.6669 7.3958 -0.0194 0.0067 -0.0193
Si 3.1719 -3.4818 7.4938 0.0242 0.0247 -0.0007
Si 5.3667 -0.4901 7.9249 -0.0277 0.0021 -0.0138
Si -2.5358 2.6249 7.4583 0.003 0.0053 -0.0225
Si 5.0323 5.7893 7.4329 -0.0341 0.0036 -0.0032
Si -3.1707 -2.5141 7.4943 -0.0091 -0.0142 -0.0143
Si 0.8181 3.2834 34.5697 0.0477 -0.01 -0.0186
Si 3.5526 6.0179 34.5697 0.0281 -0.0205 -0.0461
Si 0.8181 8.7524 34.5697 -0.0952 -0.0079 0.002
Si 3.5526 11.4869 34.5697 0.0148 0.0943 0.0119
Si 6.2871 3.2834 34.5697 0.0039 0.0337 0.0451
Si -1.9164 6.0179 34.5697 -0.0161 0.0602 0.0007
Si 6.2871 8.7524 34.5697 -0.0864 -0.1339 -0.003
Si -1.9164 0.5489 34.5697 0.0465 0.022 -0.0164
Si 2.1853 4.6506 35.9369 0.0055 -0.0169 -0.025
Si 4.9198 7.3851 35.9369 -0.014 0.0233 -0.0066
Si 2.1853 10.1196 35.9369 -0.0195 -0.0562 -0.0149
Si 4.9198 1.9161 35.9369 0.0862 -0.0495 0.0223
Si -3.2837 4.6506 35.9369 -0.0348 0.0132 -0.013
Si -0.5492 7.3851 35.9369 0.0681 -0.0309 0.0027
Si -3.2837 -0.8184 35.9369 -0.0016 0.0442 -0.0366
Si -0.5492 1.9161 35.9369 -0.0562 0.0004 -0.0202
Si 1.3673 1.3673 0.6835 0.0019 -0.0001 0.0053
Si 4.1018 4.1018 0.6835 0.0616 -0.0164 0.0364
Si 1.3673 6.8362 0.6835 0.0195 0.0679 -0.0017
Si 4.1018 -1.3673 0.6835 -0.0577 0.044 0.0107
Si 6.8362 1.3673 0.6835 0.0093 0.0073 0.0033
Si -1.3673 4.1018 0.6835 -0.0605 -0.0025 -0.0004
Si 6.8362 -4.1018 0.6835 -0.0218 -0.0369 0.0099
Si -1.3673 -1.3673 0.6835 0.0073 -0.0021 0.0222
Si 0 0 2.0507 0.0286 0.0518 0.0174
Si 2.7345 2.7345 2.0507 -0.1764 -0.0865 0.0006
Si 0 5.469 2.0507 0.0182 -0.0659 -0.0063
Si 2.7345 -2.7345 2.0507 -0.0239 -0.1078 0.0174
Si 5.469 0 2.0507 0.0545 0.0271 -0.042
Si 8.2035 2.7345 2.0507 0.023 -0.0194 0.0006
Si 5.469 5.469 2.0507 0.1265 0.1211 -0.0337
Si 8.2035 -2.7345 2.0507 -0.0216 0.0003 0.0254
Si 5.1225 -3.6808 11.4656 0.0023 0.0024 -0.0063
Si -1.6124 -2.3975 16.0889 -0.0013 0.0051 -0.0058
Si 1.1393 -0.812 15.5534 -0.0027 -0.0014 -0.0063
Si 0.7263 3.7464 26.2902 -0.0087 -0.0041 -0.0016
Si 2.8406 5.8813 26.1523 0.0068 0.011 0.0008
Si 2.4335 2.427 12.1968 0.0074 -0.0102 0.0011
Si 3.159 -5.0394 14.8652 0.0004 0.0039 0.001
Si 4.8677 5.0365 23.9317 -0.003 0.0032 -0.0028
Si 0.2418 0.4929 12.9538 -0.0018 -0.0114 0.0056
Si 0.981 1.9669 23.9273 -0.0022 0.0035 0.001
Si 4.1564 1.5847 9.7913 0.0094 -0.0121 0.007
Si 6.7096 -0.6344 15.5724 0.0037 -0.0021 -0.0051
Si 6.4963 -0.7203 25.2027 -0.0045 0.0056 -0.0054
Si 5.6231 8.8317 20.5962 -0.0032 -0.0015 0.0023
Si -0.272 8.0336 18.6733 -0.0042 0.0004 -0.0002
Si -1.9964 1.9696 17.6093 0.0053 -0.0018 -0.0031
Si 8.0365 -4.4866 14.4163 -0.001 0.0033 -0.006
Si 2.7998 0.9505 17.397 -0.0009 -0.0065 0.0002
Si 0.1667 9.885 23.6813 0.0009 -0.0031 -0.0042
Si 1.9433 1.5655 20.2 -0.0011 -0.0046 0.0011
Si 0.2576 -1.5074 10.4842 -0.0194 0.0001 0.0058
Si 5.4513 -0.0552 18.3207 -0.0004 0.0007 -0.0016
Si -2.2784 8.1989 24.548 0.0003 -0.0009 -0.0048
Si 5.336 -2.8715 14.2285 0.0031 0.0013 -0.002
Si 3.6758 2.4699 22.6043 -0.0012 -0.0033 0.0041
Si -1.5454 5.7552 26.1073 0.0049 -0.0051 0.0025
Si 2.8659 2.9876 15.272 -0.0019 -0.005 -0.0073
Si 7.7196 -5.2179 11.4789 0.0043 -0.0064 0.0021
Si -1.2366 -4.0001 9.5995 0.0061 0.0155 0.0176
Si -2.4751 3.9987 15.8261 0.0059 -0.0085 -0.0055
Si 6.3639 3.8656 9.6096 -0.0009 -0.0039 -0.003
Si -3.2273 1.6102 26.947 0.0187 -0.0062 0.002
Si 2.7476 -3.1795 9.8083 0.0152 0.0109 -0.005
Si 2.8287 -5.4257 11.8771 -0.0013 0.0007 0.003
Si 0.0575 3.4045 21.4143 -0.0062 0.0007 -0.0013
Si 1.1095 9.5113 20.7128 0.0023 -0.0003 0.0029
Si 3.2295 7.4887 19.4426 -0.0033 -0.0046 0.007
Si 0.2495 3.7171 16.9413 0.0007 -0.0025 -0.0012
Si 5.9579 0.2706 22.3223 0.001 0.001 0.0073
Si 7.0966 1.6382 20.0046 0.0007 -0.0007 0.0009
Si -2.322 1.3056 14.7115 -0.0023 -0.0025 -0.0037
Si 1.4496 8.5681 26.271 -0.0071 -0.0034 -0.0013
Si 1.0461 5.4813 19.4658 0.0036 0.001 0.0013
Si 7.4385 3.8118 24.7773 0.0082 -0.0079 -0.0093
Si 7.0349 6.7532 22.2981 0.0006 0.0044 0.0055
Si -2.9926 3.9943 21.6208 0.0071 -0.0065 0.0056
Si 2.2998 -3.1059 16.772 0.0011 -0.001 -0.0049
Si 4.3195 9.7131 26.9763 0.0033 -0.0127 0.0043
O -0.5395 -2.9218 10.5937 0.0057 0.0032 -0.0119
O 1.2417 -0.0265 14.1367 0.0007 0.002 -0.001
O 1.4194 4.1279 7.9517 -0.0001 0.0114 0.0235
O -0.4134 -0.6156 9.3041 0.0091 -0.0081 -0.0073
O 6.6642 -1.481 8.2085 0.0048 0.0072 0.0147
O -0.3211 4.8011 25.6338 -0.0015 0.0019 0.0087
O 6.9834 3.1477 20.6078 0.0016 0.0058 0.0034
O 7.6177 3.4322 8.6563 -0.012 0.0103 0.0057
O 4.9015 9.9759 25.4739 0.0053 0.0018 -0.0105
O 1.6705 6.9939 25.8939 0.0016 -0.0021 0.0079
O 5.9658 9.5787 19.1746 0.0004 -0.0017 0.0048
O 1.8915 -0.0217 20.5096 -0.0022 -0.0025 -0.0026
O -0.4595 2.4911 17.7706 0.005 0.0051 -0.001
O 7.461 7.2682 28.5503 0.0114 -0.0084 -0.0105
O 2.1711 -4.4444 10.7336 -0.0065 -0.0173 0.0112
O -0.1413 -4.76 8.6763 -0.0101 0.0066 0.0044
O -2.3598 -3.2474 8.7082 0.0108 -0.0056 0.0032
O 4.65 0.0836 9.3078 -0.0055 0.013 0.0035
O 4.3924 -3.9784 14.9491 -0.0011 -0.0023 0.0025
O -4.1665 9.694 29.3905 -0.034 0.0201 -0.025
O 3.4484 6.2183 27.6319 -0.0132 0.0106 -0.0411
O 5.2969 8.5716 27.6082 -0.0076 0.0136 0
O 4.847 -2.6398 12.6965 -0.0035 -0.001 0.0024
O 5.4405 2.5724 9.9086 -0.001 0.0021 -0.0077
O -2.5615 1.3572 19.0068 -0.0042 -0.0004 0.002
O -1.5746 5.695 27.7326 0.0052 -0.0006 -0.0036
O -1.2012 0.8722 13.6152 0.003 0.001 0.001
O 2.2779 1.8487 28.6588 0.0001 -0.0008 -0.0262
O 0.6934 9.2834 22.2648 -0.004 0.0023 0.0056
O 0.448 2.0855 20.5552 -0.0003 0.0071 0.0058
O 3.8633 -0.1495 17.9692 -0.0007 -0.0004 0.0027
O 5.0478 4.4512 28.646 0.0248 -0.0286 -0.0151
O 3.5414 1.8875 16.2735 -0.0023 0.0058 0.001
O 3.1097 2.2299 8.7227 0.0088 -0.0193 0.0236
O -1.3626 9.4015 23.9449 0.0016 0.0005 0.0039
O -3.1102 3.5937 23.2033 -0.0012 0.0046 -0.0001
O 6.9313 4.3532 11.0646 0.0055 0.0086 0.0103
O 2.8255 9.1462 26.8773 0.001 -0.0018 0.007
O -1.6313 -3.6663 15.0429 -0.0005 -0.0024 0.0037
O 5.0816 9.9844 21.6483 0.0024 0.0045 0.0019
O 2.2217 4.3768 26.1656 -0.0024 0.0002 0.0064
O 7.9117 -1.6484 15.9328 0.002 -0.0008 0.006
O 3.5206 7.8829 17.8648 0.0021 -0.001 0.0048
O 1.8344 -1.854 10.1661 -0.0027 0.0006 -0.0032
O 3.6823 4.4055 15.2656 -0.0007 -0.0035 0.0041
O 3.408 1.5086 11.2486 -0.0037 0.002 0.0055
O 7.2364 0.4524 14.4608 0.0004 -0.0004 0.0013
O 2.5951 1.8611 23.6773 0.0024 -0.0004 0.0012
O 2.391 -5.0391 13.4148 0.0004 -0.0028 -0.003
O -2.604 -5.2197 12.9894 0.001 -0.002 0.0037
O -2.5638 2.9181 14.5869 0.002 0.0023 0.0041
O 4.3459 -2.9832 10.21 0.0056 -0.0004 0.0019
O -2.9041 5.1749 25.4335 -0.004 -0.0034 0.0051
O -2.9151 2.5565 25.6458 -0.0068 0.0117 -0.0039
O -1.5583 8.1006 17.6766 0.0052 -0.0025 -0.0004
O -0.2022 9.2908 19.7308 0.0052 -0.0031 0.0003
O 0.6911 2.3375 25.4823 0.0023 -0.0043 0.0031
O 5.533 5.0969 8.8824 0.0182 -0.0175 0.0163
O 0.3545 3.4751 27.8496 -0.0044 0.0108 -0.0287
O -1.9146 0.9816 16.289 -0.0003 0.0007 -0.0002
O 1.4781 0.2141 16.781 0.0012 -0.0001 0.0014
O 5.8203 4.034 24.8257 -0.005 0.0014 0.0069
O 5.4091 -1.4504 15.0105 -0.0001 -0.0043 0.004
O -2.7763 7.2056 23.3708 -0.0029 -0.0006 0
O 6.8294 -3.4668 14.16 -0.0003 -0.0024 0.0065
O 5.7161 1.3062 19.1936 0.0021 -0.0007 0.0023
O 7.9662 3.2402 17.1946 -0.0038 0.0004 0.0036
O 2.3139 -1.9581 15.6055 -0.0008 0.0002 0.0053
O 7.3866 8.8563 25.3292 0.0041 -0.0032 0.0076
O 2.1973 8.4067 20.2817 0.0017 -0.0056 -0.0055
O 0.065 -0.7142 11.882 0.0004 0.0033 0.004
O 4.2236 0.1315 27.89 0.0081 -0.0078 -0.0046
O 16.8118 0.8701 7.1814 0.0015 -0.0161 0.002
O 2.3138 1.8699 18.6478 0.0002 -0.001 0.0036
O 6.8 2.4924 27.9733 -0.0033 -0.0008 0.0172
O 6.2774 0.1146 16.9416 -0.0015 -0.0016 0.0072
O -0.9193 4.4726 16.0722 0.002 0.0003 0.0055
O 0.9089 4.666 20.8596 -0.0041 -0.0105 0.0015
O 1.3387 3.2258 15.8248 0.0076 0.0002 0.005
O 0.357 8.8109 27.4664 0.025 -0.0154 -0.0417
O 6.8437 8.062 21.3421 0.0006 -0.004 0.0006
O 3.932 5.9127 24.9437 0.0044 -0.0052 -0.0013
O 0.9915 8.1153 17.6661 -0.0037 -0.001 0.0098
O -1.4958 3.6747 21.1348 0.0035 0.0013 0.0037
O 0.3719 3.1651 22.9928 0.002 -0.0031 0.001
O -1.6107 1.4183 8.13 0.0088 -0.0113 0.0026
O 2.5915 6.0009 19.4645 0.0011 0.0036 -0.0036
O 0.2261 0.5696 23.5964 0.0002 -0.0044 0.0021
O 11.7268 0.5118 7.2915 -0.0188 -0.011 0.0127
O 5.0209 1.5575 22.6512 -0.0004 0.0004 -0.0013
O -0.1357 6.626 19.4879 0.0039 -0.0026 -0.0036
O -1.388 7.2954 25.5843 -0.0009 0.0043 0.0052
O 5.7058 6.1544 23.0635 -0.0007 -0.0044 0.0013
O 6.7133 -3.9343 11.2337 -0.0036 -0.0007 -0.0025
O 7.1858 0.6357 21.2958 0.0002 -0.004 0.0012
O 4.0147 4.0392 22.9414 0.0005 -0.0019 0.0014
O -0.3598 -1.4405 15.6748 -0.0004 -0.0013 0.0058
O -1.9415 -5.1384 10.4919 -0.0045 -0.0046 -0.0009
O 7.5725 5.3005 15.4825 -0.002 0.0008 0.0039
O 6.9373 0.3141 26.3689 -0.0023 0.0001 0.0057
O 6.6893 -0.16 23.6996 -0.0031 -0.0005 -0.0011
O 4.4503 -5.154 11.7965 -0.0034 0.0014 0
O 0.9073 4.6437 18.0855 0.0018 -0.0037 -0.0016
O 2.4234 3.9584 11.5973 -0.0008 0.0018 -0.0002
O 2.126 -4.5429 16.0242 0.002 -0.0036 0.0034
O 0.9223 1.7857 12.2105 -0.0012 0.0041 -0.0017
O -1.9002 1.0345 27.7245 -0.0377 0.0285 -0.0451
O 2.9439 2.4285 13.7451 -0.0014 0.0045 0.0093
O 1.0892 9.3724 24.9143 -0.0009 0.0015 0.0022
O 3.0429 2.3581 21.1062 0.0019 -0.0006 0.0038
O -3.3067 5.5623 21.372 -0.0007 -0.0029 -0.0021
O 4.6109 7.6015 20.271 0.0046 0.0002 0.0003

Results
free energy: -155246.200 eV
free energy less fixed offsets of O -568.88, Si -635.61 eV per atom: -3.800 eV

The program warned: the cutoff lies below the one the program advises for these potential files; the forces do not sum to zero within the program's tolerance; the exchange-correlation potential is rough where the density is thin.
